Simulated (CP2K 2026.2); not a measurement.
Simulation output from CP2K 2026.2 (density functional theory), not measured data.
Periodic cell of 543 atoms, Si316O209N18, from a study of silicon, its oxide and their interface. The atomic structure is a simulated model.
Doubt: the forces sum to 3.39 eV/angstrom along one axis rather than to zero, so they err by at least 0.0062 eV/angstrom per atom on average; the grid cutoff is modest.

Settings: functional PBE; method Gaussian and plane waves; basis set DZVP-MOLOPT-SR-GTH; pseudopotentials GTH-PBE; grid cutoff 350 Ry, relative cutoff 50 Ry; k points Gamma only; occupations fixed; spin none; net charge 0.

Cell vectors (angstrom)
a 16.3305 0 0
b 0 16.3305 0
c 0 0 33.6909

Atoms and the computed forces on them: element, x, y, z (angstrom), force x, y, z (eV/angstrom)
Si 0.28 16.099 0.146 -0.219 0.117 0.864
Si 2.197 3.323 33.648 0.238 -0.217 0.875
Si 16.295 5.487 0.33 -0.055 -0.007 0.524
Si 2.578 8.275 33.678 0.267 -0.336 0.755
Si 0.277 10.475 33.679 -0.302 0.379 0.817
Si 2.521 13.868 33.553 0.264 -0.29 0.756
Si 5.241 0.199 0.042 -0.081 0.024 0.768
Si 8.274 2.447 0.34 -0.337 0.555 0.604
Si 5.563 5.41 33.548 -0.059 0.023 0.871
Si 8.09 8.428 0.015 0.039 -0.244 0.77
Si 5.788 10.568 0.019 -0.181 0.103 0.77
Si 8.288 13.265 0.055 -0.072 0.291 0.744
Si 10.629 0.298 0.348 0.322 -0.495 0.581
Si 13.363 2.715 0.192 0.277 -0.014 0.673
Si 11.188 4.958 0.081 0.038 0.285 0.816
Si 14.248 7.81 33.518 -0.304 0.035 0.743
Si 10.604 11.112 0.07 0.173 -0.136 0.755
Si 13.372 13.579 0.048 0.218 0.039 0.746
Si 1.365 1.484 1.316 0.019 -0.003 -0.014
Si 4.057 4.155 1.258 -0.034 -0.026 -0.1
Si 1.432 6.84 1.49 0.009 0.031 -0.039
Si 4.162 9.442 1.282 -0.003 -0.001 -0.02
Si 1.373 12.226 1.141 0.014 0.011 -0.022
Si 4.059 14.954 1.302 -0.073 0.026 -0.078
Si 6.589 1.407 1.536 -0.017 -0.009 -0.025
Si 9.524 4.079 1.474 -0.024 -0.013 -0.022
Si 6.834 6.842 1.245 0.029 -0.018 -0.061
Si 9.566 9.522 1.421 0.016 0.005 -0.067
Si 6.796 12.153 1.431 0.002 -0.009 -0.004
Si 9.436 14.889 1.349 -0.001 -0.034 -0.004
Si 12.235 1.33 1.647 -0.019 0.014 -0.005
Si 14.915 3.993 1.446 -0.03 0.003 -0.031
Si 12.387 6.76 1.08 -0.002 -0.001 -0.091
Si 15.07 9.393 1.386 0.012 0.026 -0.053
Si 12.209 12.153 1.444 -0.023 0.031 -0.101
Si 14.908 14.928 1.295 0.031 0.008 -0.059
Si 16.322 2.691 2.786 -0.026 -0.003 0.004
Si 2.734 0.068 2.662 0.006 -0.041 0.04
Si 0.071 8.169 2.845 -0.023 -0.048 0.011
Si 2.806 5.469 2.763 0.03 0.013 0.017
Si 16.316 13.538 2.598 0.003 0.008 0.029
Si 2.755 10.881 2.577 -0.019 -0.006 0.01
Si 5.299 2.824 2.789 -0.036 0.01 0.041
Si 8.043 16.258 2.728 0.03 0.035 -0.006
Si 5.488 8.127 2.704 -0.002 -0.004 0.017
Si 8.157 5.509 2.692 -0.01 0.002 0.053
Si 5.41 13.581 2.69 0.014 0.032 -0.027
Si 8.186 10.843 2.805 -0.003 0.001 0.034
Si 10.826 2.723 2.901 0.014 0.018 0.027
Si 13.654 16.257 2.804 0.034 -0.026 0.025
Si 11.008 8.093 2.581 0.026 -0.062 0.013
Si 13.579 5.453 2.704 0.011 0.015 0.041
Si 10.849 13.585 2.747 -0.006 -0.02 0.036
Si 13.636 10.772 2.681 0.028 0.025 0.009
Si 1.383 4.096 4.083 0.04 -0.036 -0.029
Si 4.034 1.373 4.123 0 -0.02 -0.012
Si 1.437 9.58 4.083 0.008 -0.009 -0.006
Si 4.141 6.817 4.123 -0.009 0.018 0.013
Si 1.332 14.97 3.975 -0.014 0.023 -0.052
Si 4.061 12.208 4.032 0.002 0.009 0.024
Si 6.775 4.149 4.062 -0.001 -0.015 -0.021
Si 9.427 1.297 4.111 -0.021 -0.002 0.009
Si 6.816 9.479 4.112 0.013 -0.001 0.01
Si 9.579 6.83 4.029 -0.005 0.03 -0.017
Si 6.746 14.913 4.106 0.002 -0.051 0.016
Si 9.53 12.225 4.132 0.015 0.021 0.001
Si 12.229 4.133 4.143 -0.016 0.03 -0.016
Si 14.974 1.337 4.143 -0.024 0.011 0.02
Si 12.275 9.452 4.048 -0.006 -0.004 0.003
Si 14.976 6.782 4.103 0.008 -0.007 -0.013
Si 12.229 14.924 4.11 -0.04 0.013 -0.006
Si 14.985 12.195 4.015 0.021 -0.002 -0.007
Si 0.007 16.294 5.442 0.019 0.006 0.006
Si 2.695 2.732 5.479 -0.007 -0.002 -0.004
Si 0.029 5.452 5.455 0.005 0.003 0.004
Si 2.771 8.196 5.45 -0.012 0.006 0.018
Si 0.016 10.889 5.422 -0.005 0.01 -0.01
Si 2.692 13.595 5.367 -0.01 0.014 -0.018
Si 5.406 16.315 5.44 -0.003 0.038 0.002
Si 8.107 2.74 5.419 0.003 -0.007 0.005
Si 5.475 5.466 5.493 0.026 -0.01 0.003
Si 8.215 8.152 5.455 0.022 -0.002 0.012
Si 5.441 10.86 5.434 0.008 -0.01 0.002
Si 8.134 13.571 5.461 0.015 0.019 0.008
Si 10.841 16.298 5.443 -0.011 0.007 0.02
Si 13.601 2.742 5.462 0.023 -0.007 -0.005
Si 10.883 5.499 5.48 -0.011 -0.032 0.019
Si 13.627 8.156 5.461 -0.005 -0.006 0
Si 10.917 10.836 5.426 -0.01 -0.01 -0.001
Si 13.616 13.546 5.412 0.011 -0.009 -0.018
Si 1.334 1.362 6.807 0.008 0.016 -0.001
Si 4.089 4.094 6.818 0.002 -0.017 -0.014
Si 1.391 6.841 6.81 0.003 0 -0.005
Si 4.126 9.509 6.844 -0.01 -0.003 0
Si 1.362 12.238 6.776 -0.055 -0.019 0.002
Si 4.043 14.931 6.768 0.012 -0.002 0.004
Si 6.76 1.373 6.775 0.028 -0.01 -0.007
Si 9.49 4.111 6.778 -0.009 0.01 -0.009
Si 6.853 6.8 6.843 -0.015 -0.022 -0.001
Si 9.56 9.518 6.829 0.007 0.016 0.002
Si 6.809 12.196 6.821 0.016 0.02 0.001
Si 9.492 14.934 6.811 -0.017 -0.013 0.008
Si 12.187 1.374 6.775 -0.035 0.002 -0.005
Si 14.981 4.111 6.807 0 -0.013 -0.01
Si 12.253 6.857 6.851 0.018 0.025 -0.004
Si 14.984 9.543 6.806 0.022 -0.015 -0.012
Si 12.272 12.196 6.793 -0.002 -0.001 -0.005
Si 14.949 14.939 6.775 0.008 0.014 0.001
Si 0.001 2.764 8.163 -0.012 -0.014 -0.001
Si 2.695 16.311 8.12 -0.017 0.01 0.003
Si 0.031 8.214 8.171 -0.019 0.018 -0.003
Si 2.769 5.487 8.178 -0.014 0.004 0.006
Si 16.305 13.568 8.126 0.037 -0.016 0.001
Si 2.731 10.872 8.154 0.02 0.01 -0.015
Si 5.448 2.73 8.168 -0.003 -0.011 0.011
Si 8.113 0.004 8.12 0.003 0.018 -0.001
Si 5.489 8.137 8.219 0.038 0.021 0.005
Si 8.201 5.458 8.219 -0.001 0.003 0.001
Si 5.421 13.564 8.132 -0.019 -0.013 0
Si 8.197 10.857 8.206 0.001 -0.037 -0.002
Si 10.835 2.756 8.135 -0.004 0.004 0.013
Si 13.548 16.323 8.097 0.02 -0.005 0.009
Si 10.917 8.215 8.249 -0.002 -0.014 0.003
Si 13.653 5.509 8.171 -0.005 -0.009 0.007
Si 10.874 13.549 8.131 0.006 0.002 -0.012
Si 13.611 10.872 8.204 -0.001 0.03 -0.003
Si 1.377 4.159 9.516 -0.033 -0.031 0.019
Si 4.069 1.335 9.46 -0.011 -0.029 0.012
Si 1.411 9.528 9.565 0.003 -0.002 0.008
Si 4.141 6.78 9.62 0.028 -0.004 -0.01
Si 1.335 14.927 9.449 -0.017 0.023 0.006
Si 4.098 12.193 9.522 0.005 -0.006 0.022
Si 6.827 4.079 9.543 0.02 -0.005 -0.001
Si 9.44 1.388 9.475 -0.03 0.016 0.017
Si 6.865 9.477 9.579 0.005 -0.011 -0.002
Si 9.543 6.86 9.593 0.011 0.001 -0.003
Si 6.763 14.95 9.468 0.016 0.031 -0.013
Si 9.59 12.193 9.575 0.027 -0.009 0.033
Si 12.211 4.169 9.443 0.014 0.007 -0.01
Si 14.891 1.403 9.415 -0.014 0.025 0.004
Si 12.269 9.57 9.655 -0.014 0 0.006
Si 15.013 6.892 9.56 -0.009 -0.018 -0.021
Si 12.186 14.951 9.47 -0.02 -0.004 -0.012
Si 14.961 12.25 9.545 0.005 -0.002 0.01
Si 16.188 16.27 10.679 0.016 -0.026 0.009
Si 2.727 2.719 10.783 -0.002 0.014 0.045
Si 0.11 5.605 10.92 0.009 0.071 -0.006
Si 2.759 8.146 10.972 -0.045 0.017 0.016
Si 0.063 10.938 10.89 -0.012 0.037 -0.016
Si 2.746 13.611 10.818 -0.004 -0.038 0.006
Si 5.369 16.272 10.839 -0.042 -0.031 -0.016
Si 8.109 2.692 10.939 0.03 0.01 0.031
Si 5.554 5.417 10.981 -0.015 0.023 0.03
Si 8.226 8.195 11.043 -0.012 -0.027 -0.01
Si 5.448 10.786 10.889 -0.002 0 -0.026
Si 8.182 13.614 10.783 -0.025 0.034 0.005
Si 10.803 0.021 10.774 0.001 -0.005 0.026
Si 13.58 2.843 10.759 -0.008 -0.036 -0.012
Si 10.934 5.515 10.898 0.007 0.014 -0.005
Si 13.675 8.227 10.99 0.021 -0.029 0.003
Si 10.915 10.887 11.115 0.027 -0.013 0.039
Si 13.503 13.585 10.861 0.014 0.001 -0.024
Si 1.251 1.282 11.909 -0.008 -0.011 -0.089
Si 4.157 3.96 12.208 0.058 -0.022 -0.052
Si 1.484 6.851 12.498 0.001 -0.007 0.015
Si 4.151 9.427 12.353 0.118 0.005 0.052
Si 1.396 12.356 12.223 0 -0.004 0.032
Si 4.045 14.922 12.264 0.047 0.016 0.006
Si 6.652 1.268 12.243 0.036 0.048 -0.018
Si 9.559 4.117 12.184 -0.004 -0.058 -0.034
Si 6.935 6.785 12.42 0.014 -0.02 -0.01
Si 9.536 9.526 12.547 -0.005 0.008 0
Si 6.856 12.204 12.082 0.004 -0.061 -0.051
Si 9.458 15.004 12.177 -0.006 0.005 -0.074
Si 12.153 1.477 12.016 -0.003 0.059 -0.053
Si 14.951 4.265 12.071 -0.055 0.015 -0.068
Si 12.261 6.884 12.336 -0.012 -0.067 -0.003
Si 15.136 9.581 12.306 -0.043 0.012 -0.032
Si 12.307 12.305 12.459 -0.014 0.02 0.002
Si 14.775 15.048 12.127 -0.099 0.065 -0.038
Si 16.246 2.707 13.126 -0.096 0.014 0.032
Si 2.439 16.271 13.381 0.076 -0.094 0.032
Si 0.176 8.416 13.875 0.069 -0.032 0.14
Si 2.96 5.278 13.682 0 0.002 0.04
Si 16.202 13.768 13.419 -0.043 -0.065 -0.016
Si 2.854 11.009 13.537 0.009 0.111 -0.066
Si 5.261 2.49 13.707 -0.06 -0.012 0.072
Si 8.007 16.254 13.57 -0.042 0.03 0.092
Si 5.495 8.019 13.833 -0.03 -0.017 0
Si 8.357 5.363 13.735 0.027 -0.015 0.073
Si 5.573 13.502 13.478 0.005 -0.001 0.125
Si 8.066 11.051 13.711 -0.041 0.041 0.059
Si 10.893 2.751 13.509 0.004 0.04 0.051
Si 13.369 0.155 13.426 -0.001 -0.08 0.06
Si 10.973 8.132 13.93 -0.023 0.042 0.037
Si 13.712 5.545 13.617 0.018 0.067 0.066
Si 10.805 13.781 13.642 0.026 -0.059 0.043
Si 13.892 10.952 13.741 0.058 0.033 0.042
Si 1.504 3.631 14.518 0.39 -0.117 -0.472
Si 3.416 1.29 14.93 0.144 0.199 -0.445
Si 1.571 10.101 15.204 -0.285 -0.213 -0.299
Si 4.656 6.109 15.201 -0.156 0.16 -0.483
Si 0.686 15.46 14.792 0.057 0.122 -0.488
Si 4.319 12.181 14.944 0.072 0.111 -0.382
Si 6.901 3.802 14.76 0.066 -0.082 -0.393
Si 9.318 1.451 14.695 0.127 0.055 -0.163
Si 6.51 9.816 15.017 -0.256 0.165 -0.549
Si 10.049 6.279 15.294 -0.076 0.132 -0.476
Si 6.946 14.635 14.992 0.126 0.054 -0.707
Si 9.264 12.678 15.03 -0.214 0.02 -0.64
Si 12.394 4.034 14.846 0.144 -0.157 -0.223
Si 14.761 1.628 14.551 0.001 0.039 -0.112
Si 12.704 9.406 15.035 -0.289 0.06 -0.751
Si 14.817 7.173 15.013 0.216 -0.122 -0.762
Si 11.737 15.57 14.878 -0.007 0.023 -0.596
Si 15.472 12.287 15.036 0.141 -0.235 -0.479
Si 8.428 14.28 17.59 -0.063 0.178 -0.453
Si 0.73 1.585 16.37 0.097 -0.144 -0.354
Si 8.529 0.875 25.673 0.006 -0.1 0.105
Si 1.244 5.962 18.971 -0.065 0.121 -0.301
Si 1.719 13.04 16.433 -0.046 0.085 -0.557
Si 13.966 13.382 19.548 0.266 0.138 -0.246
Si 11.198 8.941 21.4 -0.005 0 -0.213
Si 2.821 5.253 21.589 -0.065 0.1 -0.223
Si 4.2 14.919 16.522 -0.117 -0.348 -0.468
Si 1.603 10.79 21.047 0.157 0.031 -0.444
Si 10.858 0.92 23.817 -0.154 -0.049 -0.418
Si 14.405 7.737 26.293 -0.004 -0.018 0.221
Si 15.856 15.486 20.529 0.041 -0.168 -0.479
Si 14.316 12.802 23.972 -0.039 0.065 -0.082
Si 12.64 16.286 27.136 0.038 0.09 0.283
Si 6.664 14.844 31.671 -0.082 -0.125 0.121
Si 14.356 1.746 19.722 -0.096 0.079 -0.266
Si 2.917 5.938 26.566 -0.015 0.014 0.183
Si 8.453 5.359 20.848 0.047 -0.061 -0.188
Si 0.047 14.988 23.564 0.018 0.1 -0.06
Si 1.753 2.44 22.495 0.066 0.039 0.021
Si 5.866 8.162 29.715 0.054 0.101 0.231
Si 9.971 12.263 19.198 0.024 -0.052 -0.229
Si 13.605 6.976 21.272 0.024 -0.061 -0.219
Si 3.47 0.345 21.601 0.154 -0.072 -0.17
Si 4.994 15.693 19.318 -0.022 -0.247 -0.127
Si 10.157 2.781 21.492 -0.122 -0.22 -0.036
Si 9.383 6.105 25.899 -0.068 -0.011 0.142
Si 9.03 14.763 30.129 -0.026 0.011 0.315
Si 7.306 7.879 26.874 -0.004 -0.006 0.275
Si 4.222 10.009 16.986 0.018 -0.079 -0.543
Si 9.212 7.524 23.09 -0.09 -0.136 -0.267
Si 2.582 7.618 16.894 0.261 0.283 -0.131
Si 5.534 6.348 20.885 0.098 0.054 -0.371
Si 14.919 9.812 31.229 -0.043 -0.089 0.501
Si 11.341 15.114 31.826 0.042 -0.039 0.163
Si 1.507 5.643 29.404 0.012 -0.009 0.238
Si 15.503 7.549 29.264 -0.12 0.053 0.16
Si 14.467 3.024 17.109 -0.175 0.006 -0.504
Si 13.413 5.396 29.523 0.011 -0.089 0.187
Si 0.52 13.02 19.218 -0.025 0.319 -0.359
Si 5.01 10.463 24.405 0.137 -0.102 -0.036
Si 10.957 10.786 16.987 -0.025 0.145 -0.135
Si 7.74 0.592 18.86 0.329 -0.149 -0.273
Si 5.302 7.233 17.925 -0.2 0.032 -0.43
Si 3.99 2.091 31.588 0.026 -0.117 0.275
Si 7.796 14.883 23.887 0.18 0.048 -0.293
Si 11.11 11.124 30.808 0.089 0.117 0.19
Si 0.695 1.162 27.916 0.027 0.027 0.269
Si 15.46 9.35 21.541 0.02 0.025 -0.068
Si 8.811 3.313 29.318 -0.06 -0.038 0.294
Si 4.778 3.426 26.355 -0.071 -0.107 0.172
Si 8.478 2.843 17.164 0.01 -0.189 -0.466
Si 1.968 10.193 23.962 0.051 -0.112 -0.073
Si 8.948 13.24 21.788 0.14 0.246 -0.211
Si 6.486 13.194 19.902 -0.098 0.143 -0.402
Si 13.685 12.545 30.945 0.017 0.058 0.128
Si 12.512 3.296 23.271 -0.124 0.118 -0.082
Si 11.498 0.777 19.843 0.13 -0.044 -0.274
Si 8.57 9.676 19.804 -0.003 0.045 -0.213
Si 4.893 7.759 25.557 -0.126 -0.041 -0.02
Si 3.529 1.633 28.468 -0.042 0.009 0.219
Si 3.689 1.381 24.34 0.031 -0.015 -0.1
Si 10.22 0.518 17.262 -0.125 -0.218 -0.589
Si 6.87 3.445 31.686 -0.01 -0.041 0.212
Si 8.723 8.564 17.044 0.063 -0.06 -0.352
Si 15.696 3.293 29.665 -0.005 0.026 0.108
Si 2.755 14.949 25.32 -0.117 0.008 0.103
Si 10.562 5.27 30.807 -0.02 0.105 0.236
Si 3.974 11.589 19.57 0.073 -0.012 -0.201
Si 15.172 0.865 25.454 -0.015 -0.112 0.208
Si 4.072 13.853 21.259 0.175 0.132 -0.247
Si 13.897 14.375 16.931 0.182 0.015 -0.335
Si 8.682 7.703 30.789 0.033 0.035 0.301
Si 8.274 5.952 17.832 0.067 0.048 -0.2
Si 13.695 15.313 29.86 0.06 -0.082 0.367
Si 9.347 16.27 21.499 -0.094 0.014 -0.033
Si 0.554 5.765 16.295 -0.121 -0.161 0.077
Si 15.287 3.132 23.378 0.041 -0.09 0.046
Si 15.544 10.203 24.668 -0.025 0.01 -0.195
Si 6.696 8.954 22.203 0.09 0.016 -0.211
Si 10.587 9.046 28.89 -0.015 0.08 0.241
Si 15.004 1.237 31.659 -0.246 -0.052 0.161
Si 14.725 4.78 19.457 0.132 -0.18 -0.339
Si 14.08 5.598 24.037 -0.068 0.045 -0.048
Si 11.903 14.517 24.832 -0.079 0.161 -0.042
Si 7.758 3.76 26.438 0.054 -0.105 0.173
Si 2.564 15.289 28.319 0.02 -0.009 0.272
Si 3.899 13.601 30.668 0.052 0.08 0.285
Si 2.534 7.124 23.97 0.104 -0.063 0.049
Si 8.323 11.944 29.528 0.067 -0.025 0.196
Si 8.901 10.461 26.872 0.057 0.06 0.306
Si 9.896 0.584 28.233 0.125 0.058 0.08
Si 5.095 13.3 23.958 0.033 0.077 -0.048
Si 11.925 6.771 27.387 -0.07 0.069 0.19
Si 5.5 11.138 30.696 -0.037 -0.021 0.213
Si 0.334 15.44 17.704 0.12 -0.15 -0.317
Si 3.678 6.669 31.269 0.02 0.156 0.307
Si 13.186 11.308 21.435 0.067 -0.059 -0.159
Si 9.466 12.645 24.624 -0.067 -0.043 0.035
O 11.186 10.562 32.332 0.278 -0.553 -0.169
O 12.145 5.451 30.526 0.435 -0.018 0.31
O 13.828 1.754 32.644 -0.129 -0.102 -0.264
O 6.286 14.355 23.665 -0.096 0.384 0.04
O 3.968 7.174 26.762 0.219 0.167 0.489
O 3.319 12.977 20.119 -0.462 0.308 -0.266
O 14.944 7.877 21.146 0.58 -0.095 -0.195
O 1.045 4.455 33.28 -0.087 -0.098 -0.561
O 14.944 9.073 25.62 0.209 0.312 0.111
O 12.292 7.854 20.902 -0.09 -0.224 -0.445
O 10.004 9.146 20.329 0.286 -0.181 -0.039
O 2.17 6.253 22.671 -0.472 0.158 0.018
O 0.774 10.514 25.002 0.094 0.461 0.598
O 9.965 14.37 31.408 -0.341 -0.286 0.213
O 9.46 1.383 0.36 -0.144 -0.209 -0.093
O 3.92 13.942 24.846 -0.097 -0.088 -0.057
O 12.069 12.441 30.723 -0.187 0.196 -0.417
O 15.396 4.727 23.642 0.568 0.348 -0.065
O 4.361 12.143 30.123 -0.394 -0.127 -0.742
O 4.082 15.041 18.131 -0.317 -0.002 0.612
O 15.21 2.332 24.779 0.085 0.281 0.237
O 12.122 14.37 33.034 -0.27 0.092 0.147
O 8.675 4.705 25.503 0.101 -0.264 -0.379
O 2.13 5.651 27.924 -0.051 -0.192 -0.377
N 0.541 14.764 19.292 0.228 0.122 0.401
O 7.867 2.451 32.452 0.217 -0.219 -0.376
O 10.116 3.947 30.015 0.431 -0.491 -0.286
O 9.225 1.78 29.078 -0.12 -0.166 0.107
O 7.433 13.604 32.386 -0.274 -0.275 -0.446
O 16.005 10.564 32.168 -0.033 0.165 -0.312
O 7.684 15.52 30.617 -0.212 0.529 -0.29
O 5.228 11.151 32.298 -0.417 0.176 -0.231
O 12.256 15.317 30.549 -0.372 0.012 -0.587
N 2.123 2.333 15.59 0.095 0.028 0.328
O 6.98 11.672 30.362 0.132 -0.172 0.004
O 5.788 14.91 16.127 0.029 -0.119 0.462
O 13.68 8.203 15.566 0.026 -0.098 0.35
O 9.458 6.948 24.551 0.012 0.356 0.137
O 6.765 6.582 17.66 0.029 -0.193 -0.302
N 2.703 9.293 16.413 0.152 -0.17 0.061
O 3.715 0.07 16.008 0.106 0.144 0.187
N 4.109 6.733 16.765 -0.17 -0.201 0.249
O 3.826 11.189 18.017 -0.187 0.346 -0.105
O 10.243 9.792 27.496 0.338 -0.023 -0.528
O 10.027 9.479 16.923 0.302 -0.309 0.087
O 3.362 0.12 25.282 0.171 0.07 0.308
O 11.455 0.321 18.285 0.593 -0.062 -0.029
N 5.165 10.781 15.731 0.22 0 0.106
O 13.531 15.602 28.298 0.268 -0.226 -0.349
O 2.267 5.529 20.105 0.475 -0.103 -0.082
O 7.535 9.124 16.103 0.115 -0.269 0.209
O 6.837 5.395 20.851 -0.231 -0.469 0.199
O 10.373 5.248 32.403 -0.429 0.348 -0.307
O 14.51 0.213 30.515 0.27 0.091 -0.236
O 11.252 5.114 15.599 -0.24 -0.125 0.491
O 8.544 6.865 27.073 0.146 -0.057 0.508
O 6.391 8.06 28.196 -0.216 0.207 -0.418
N 5.442 14.455 20.412 0.152 0.176 0.384
N 8.22 13.815 15.904 0.116 -0.088 0.249
N 3.425 13.361 15.984 -0.09 0.077 -0.032
O 10.651 2.166 20.061 -0.276 0.404 -0.219
N 13.711 2.894 15.568 -0.194 0.006 0.002
O 5.836 7.7 21.688 -0.143 0.163 0.138
O 13.136 13.9 18.269 -0.702 -0.14 0.137
O 9.704 13.498 18.193 0.431 0.239 -0.165
O 14.58 13.121 16.141 -0.285 -0.308 0.203
N 8.06 2.557 15.529 -0.049 -0.057 -0.006
O 15.048 15.422 17.399 -0.122 0.255 -0.054
N 8.759 16.001 17.788 -0.09 0.024 0.12
O 14.7 11.557 24.932 0.049 0.1 0.369
O 4.482 12.908 22.499 0.098 -0.392 -0.011
O 0.172 2.624 22.484 -0.23 0.054 -0.664
O 7.743 2.246 25.906 -0.424 -0.144 -0.417
O 8.17 8.701 18.571 -0.422 -0.402 0.473
O 6.253 0.062 18.64 -0.14 0.191 -0.414
O 13.91 2.916 22.55 0.086 -0.431 -0.539
O 11.152 11.395 18.478 0.391 -0.009 0.623
O 16.062 2.753 16.864 0.331 0.215 -0.065
O 8.217 0.423 20.409 -0.125 0.12 0.541
O 15.715 2.565 31.099 0.512 0.217 0.228
O 10.513 8.419 22.759 0.379 0.138 0.436
O 12.731 15.045 16.06 0.101 0.166 0.159
O 14.025 1.839 18.132 -0.224 -0.327 0.029
O 4.408 5.468 21.603 0.32 -0.544 0.179
O 11.333 3.644 22.215 -0.076 0.679 -0.228
O 4.303 0.883 22.903 0.672 -0.13 0.023
O 1.491 12.624 17.989 0.271 -0.389 0.401
O 11.427 15.713 23.812 -0.074 -0.036 -0.515
O 7.672 2.146 18.391 -0.544 0.189 0.566
O 14.485 14.582 20.524 -0.527 0.067 0.555
O 1.186 5.067 17.61 0.184 -0.47 0.172
O 6.955 9.514 33.238 0.185 0.165 -0.151
O 11.861 15.128 26.322 -0.455 -0.181 0.165
N 16.123 0.616 15.247 -0.07 -0.157 0.206
O 10.245 11.892 16.06 0.112 0.235 0.114
O 1.173 16.105 28.664 -0.252 -0.372 0.504
O 5.822 4.941 15.482 0.023 -0.08 0.229
O 1.816 7.393 18.35 -0.235 0.497 0.357
O 8.844 5.894 19.355 0.451 0.024 0.261
O 7.716 0.002 24.588 -0.229 0.215 -0.41
O 0.57 4.347 29.573 0.395 -0.185 -0.093
O 8.328 4.431 17.319 -0.002 0.055 -0.285
O 14.3 4.452 17.9 -0.371 0.315 -0.066
N 9.859 1.321 22.443 -0.092 0.023 0.301
O 12.943 12.42 20.305 -0.699 -0.07 -0.137
N 0.775 11.709 15.62 -0.027 0.1 0.123
O 14.167 11.067 30.54 0.031 -0.197 -0.659
O 7.893 9.304 26.391 -0.07 0.014 -0.315
O 12.993 1.11 20.358 0.236 -0.263 0.465
O 4.561 5.908 32.376 -0.031 -0.113 -0.213
O 10.722 15.922 20.66 0.103 -0.735 0.12
O 5.643 11.938 24.663 0.24 -0.073 0.291
O 14.396 6.599 29.963 -0.13 0.123 0.466
O 15.891 2.091 28.597 -0.229 -0.02 -0.235
O 6.791 4.729 32.684 0.531 0.321 -0.002
O 5.696 9.914 23.033 -0.105 0.245 -0.181
O 6.393 7.188 25.721 0.088 -0.42 -0.483
O 0.588 9.536 20.853 0.17 -0.614 -0.059
O 13.395 13.963 24.597 0.263 0.143 -0.013
O 15.235 7.558 27.672 0.133 0.057 -0.428
O 3.758 0.058 28.168 0.454 -0.021 -0.301
O 1.968 6.397 25.317 -0.705 -0.283 0.051
O 16.111 0.422 32.458 0.093 0.08 -0.366
O 16.077 5.697 19.549 -0.126 0.291 0.684
O 7.551 12.883 21.066 -0.005 -0.353 0.247
O 9.942 2.145 17.286 0.575 0.116 0.151
O 9.999 1.182 25.136 0.368 0.341 0.334
O 0.39 4.64 15.192 -0.41 0.117 -0.214
O 10.116 12.9 20.693 0.512 0.381 0.434
O 9.487 6.385 30.354 -0.046 -0.196 -0.432
O 11.899 10.371 21.656 -0.117 0.314 0.525
O 15.461 6.522 16.387 -0.085 0.169 0.763
O 1.924 8.59 23.727 -0.169 -0.073 -0.337
O 2.065 2.046 27.874 -0.18 0.51 -0.078
O 9.603 11.492 30.394 -0.143 -0.122 0.039
O 11.004 0.224 32.452 -0.132 0.607 -0.405
O 2.284 2.128 23.995 -0.243 0.17 0.497
O 15.464 9.629 23.142 0.151 -0.336 0.299
O 14.25 4.011 29.512 -0.254 -0.297 -0.313
O 4.96 6.798 19.434 -0.561 -0.007 0.301
O 7.185 13.734 18.522 -0.361 -0.102 0.005
O 2.635 5.659 30.563 -0.035 -0.444 -0.121
O 11.431 0.886 27.743 0.085 0.392 -0.134
N 10.499 0.283 15.584 -0.124 -0.049 0.215
N 1.016 14.619 16.317 0.168 -0.144 0.348
O 7.504 3.631 30.225 -0.339 0.342 -0.417
O 8.97 3.845 21.163 -0.325 -0.271 -0.091
O 8.434 3.934 27.888 -0.107 0.162 -0.047
O 14.1 12.791 32.504 0.581 -0.36 -0.05
O 7.079 7.616 30.641 -0.273 -0.199 0.096
O 3.667 4.57 26.154 -0.275 0.085 -0.466
O 14.066 8.747 32.162 -0.502 0.165 -0.298
O 2.51 3.736 21.954 0.232 -0.108 -0.266
O 0.085 0.747 26.488 0.178 0.019 -0.143
O 10.876 5.968 26.476 0.293 -0.618 0.085
O 15.435 16.071 24.321 -0.365 0.017 -0.342
O 15.287 12.629 18.958 -0.01 -0.529 -0.249
O 4.593 2.602 27.751 0.39 0.253 0.022
O 5.585 11.823 19.759 0.48 -0.366 -0.094
O 1.623 6.891 15.801 -0.03 0.143 -0.779
O 6.444 15.91 32.842 0.639 0.099 -0.163
O 7.884 8.438 23.162 0.154 -0.039 0.529
O 0.181 15.428 22.004 0.258 -0.035 0.29
O 5.12 8.874 17.768 0.186 0.039 0.361
N 9.21 6.917 16.738 -0.053 -0.03 0.29
O 8.73 11.195 19.243 -0.358 0.174 -0.243
O 13.553 6.521 22.821 -0.433 0.373 0.217
O 11.588 9.952 29.791 0.367 -0.235 -0.138
O 3.417 10.693 24.399 -0.258 0.583 0.119
N 8.788 14.888 22.41 -0.042 0.019 0.091
O 9.451 12.192 33.338 -0.124 -0.154 -0.286
O 0.911 12.142 20.497 0.04 0.181 0.653
O 2.106 1.192 21.533 -0.291 -0.095 -0.487
O 12.358 10.309 16.365 0.25 0.069 0.442
O 15.476 8.999 29.96 0.306 0.281 -0.49
O 12.077 1.945 24.014 0.324 -0.062 0.745
O 15.691 13.527 23.547 0.288 -0.35 -0.296
O 14.829 3.275 20.103 0.094 0.021 0.431
O 12.88 5.634 28.02 0.058 -0.455 -0.635
O 1.47 14.876 24.335 -0.069 -0.03 -0.307
O 9.155 12.259 23.068 0.177 -0.665 -0.023
O 5.362 2.922 31.544 -0.024 0.038 -0.12
O 0.642 6.983 29.567 0.334 0.303 0.139
O 2.749 2.931 32.172 -0.311 0.114 -0.494
O 8.521 13.513 29.271 -0.288 0.183 -0.426
O 8.824 0.161 27.086 -0.196 -0.345 0.184
O 8.47 13.874 24.967 -0.121 0.056 0.662
O 14.428 10.421 20.924 0.107 0.093 -0.464
O 3.079 13.471 32.069 -0.112 -0.376 -0.263
O 2.388 14.581 26.867 -0.26 -0.571 -0.275
O 3.171 15.086 21.776 -0.632 -0.197 0.169
O 2.941 7.817 32.148 -0.014 0.23 -0.571
O 10.965 13.213 24.727 0.365 -0.511 0.179
O 1.003 0.601 17.636 0.627 -0.002 0.496
O 13.658 5.691 20.274 -0.387 0.07 0.002
O 1.511 9.458 33.441 0.31 -0.057 -0.384
O 4.683 2.387 25.112 0.292 -0.107 -0.505
O 15.522 0.692 20.112 0.431 0.121 -0.09
O 12.815 7.85 26.578 -0.126 0.326 -0.233
O 4.202 0.864 32.64 -0.553 -0.307 -0.099
O 14.285 13.806 30.103 0.536 -0.244 -0.455
O 12.301 3.831 33.334 0.137 0.007 -0.305
O 13.509 12.126 22.765 -0.162 0.124 0.138
O 4.587 7.242 30.064 -0.05 -0.281 -0.303
O 3.075 10.488 20.39 0.027 -0.663 0.047
O 1.708 11.032 22.62 -0.174 0.678 0.443
O 7.41 9.656 20.922 -0.283 0.301 0.018
O 5.263 14.443 30.976 0.11 0.441 -0.36
O 14.536 6.46 25.311 0.4 -0.218 0.036
O 11.242 7.614 28.585 -0.107 -0.26 0.385
O 9.047 6.368 21.961 0.08 0.092 -0.041
O 6.202 4.18 26.428 -0.017 0.317 -0.283
O 4.229 0.498 20.185 0.189 0.714 -0.137
O 12.851 4.531 24.281 -0.422 -0.087 0.72
O 15.324 6.572 33.181 -0.125 -0.235 -0.606
O 8.93 8 32.366 0.486 -0.204 0.02
O 4.152 7.301 24.184 0.497 0.039 -0.296
O 3.6 1.727 30.08 -0.355 -0.281 -0.102
O 13.727 0.693 26.184 -0.181 0.211 -0.301
O 5.394 9.666 30.061 -0.329 -0.017 -0.141
O 9.223 8.837 29.765 -0.34 0.393 -0.362
O 5.143 9.366 25.592 0.056 0.197 0.605
O 9.969 15.657 29.211 0.165 -0.186 -0.036
O 8.199 11.275 28.073 -0.522 0.102 -0.26
O 2.971 14.286 29.527 -0.255 -0.03 -0.116
O 1.371 14.999 33.33 -0.171 -0.127 -0.175
O 9.259 11.399 25.613 0.311 -0.131 -0.133

Results
total energy: -130323.848 eV
total energy less fixed offsets of N -271.95, O -438.35, Si -107.03 eV per atom: 7.882 eV
